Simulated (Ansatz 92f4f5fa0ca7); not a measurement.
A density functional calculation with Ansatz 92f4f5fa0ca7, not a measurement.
Periodic cell of 285 atoms, Si144O109H32, with a vacuum gap, from a study of silicon, its oxide and their interface. The atomic structure is a simulated model.

Settings: functional r2SCAN; potential files Ansatz PAW; basis plane waves; wave-function cutoff 800 eV; density cutoff ratio 5; exchange-correlation grid ratio 1; k mesh 1 x 1 x 1, shifted by 0.5 0.5 0 of a step; self-consistency stop 1e-11 eV per atom in the density residual; occupations fixed; spin none; net charge 0; applied field sawtooth along c, amplitude +0.015 V/angstrom in the program's sign convention, ramp centred at 0.9898 of c and 0.0204 of c wide, no dipole correction.

Cell vectors (angstrom)
a 10.88 0 0
b 0 10.88 0
c 0 0 48.9873

Atoms: element, x, y, z (angstrom)
Si 7.6098 5.8657 34.5635
Si -0.0888 3.7353 22.9145
Si 4.4791 2.7966 36.9576
Si 1.8671 3.4724 27.5759
Si 5.3745 8.7393 31.6284
Si 0.2284 6.7844 32.5501
Si -0.185 13.1669 34.6296
Si 4.9999 4.3225 34.2676
Si 5.2093 9.0724 36.6586
Si 6.8754 10.7925 36.8916
Si 8.6607 10.6828 20.6065
Si 8.0131 6.2174 36.8296
Si -1.2757 8.0204 36.6874
Si 2.8176 11.9551 36.8063
Si 10.8637 14.3806 36.6895
Si 1.6022 5.3514 36.7201
Si 3.5426 10.0454 37.9973
Si 6.1082 12.5834 38.189
Si 3.3432 4.4849 38.0824
Si 6.1889 7.2693 37.9071
Si 8.7709 9.8412 37.9506
Si 11.8107 12.7153 38.0273
Si 9.0401 15.3286 37.95
Si 0.5961 7.1413 37.8848
Si 2.0467 8.5872 39.1551
Si 4.7719 11.2784 39.572
Si 2.1165 3.1361 39.5511
Si 4.8106 5.8906 39.2513
Si 7.4735 8.5565 39.4284
Si 10.2801 11.2641 39.1781
Si 7.6003 14.0055 39.2908
Si 10.2505 5.8329 39.4208
Si 3.4289 7.2571 40.5826
Si 6.1719 9.9163 40.8076
Si 3.4491 1.7735 40.8851
Si 6.1899 4.5057 40.63
Si 8.8591 7.1913 40.7477
Si 0.7217 9.9144 40.6129
Si 8.9553 12.6276 40.6118
Si 0.7308 15.3983 40.7906
Si 4.7576 8.5512 42.0476
Si 7.5877 11.3158 42.0212
Si 4.8736 3.1694 42.095
Si 7.4988 5.8293 42.0833
Si -0.6203 8.5759 42.0417
Si 2.041 11.2449 42.0988
Si -0.6361 13.9833 42.0461
Si 2.1317 5.9033 42.0244
Si 2.7068 6.7621 6.9597
Si 5.5154 9.5223 6.9291
Si 2.7251 1.4031 6.9169
Si 5.3757 4.0738 6.9288
Si 8.1643 6.8282 6.9123
Si -0.0345 9.514 6.9485
Si 8.1622 1.3203 6.9276
Si 0.0309 4.0814 6.9171
Si 1.3617 5.4053 8.3287
Si 4.1296 8.1425 8.2489
Si 1.3535 0.022 8.2556
Si 4.0233 2.7484 8.3143
Si 6.763 5.4693 8.2275
Si 9.4818 8.1832 8.3078
Si 6.8449 10.8585 8.3245
Si 9.5689 2.6738 8.2507
Si 2.673 4.049 9.7626
Si 5.4487 6.7971 9.6861
Si 2.7502 9.5262 9.5303
Si 5.4291 1.371 9.5504
Si 8.1713 4.0881 9.4755
Si -0.025 6.8038 9.5819
Si 8.1923 9.5343 9.7536
Si 0.0276 1.3436 9.7131
Si 4.0644 5.4382 11.0626
Si 6.8186 8.154 11.0843
Si 4.0753 10.9044 10.8778
Si 6.8127 2.7577 10.7959
Si -1.3845 5.406 10.8696
Si 1.3685 8.1724 10.8462
Si 9.5822 10.8818 11.147
Si 1.327 2.6753 11.1902
Si 2.5992 6.8143 12.2983
Si 5.3846 9.5863 12.2974
Si 2.8079 1.2502 12.4449
Si 5.5135 4.0283 12.2742
Si -2.6474 6.7227 12.3441
Si 0.1745 9.4531 12.4048
Si 8.0942 1.4903 12.2729
Si -0.1722 4.1017 12.4022
Si 0.8768 5.8319 13.6278
Si 3.6709 8.5115 13.4869
Si 1.9624 -0.5662 13.7449
Si 4.3222 8.0352 18.0054
Si 7.1069 5.1029 13.6273
Si -0.7467 7.5563 13.4512
Si 6.3584 11.3844 13.4649
Si -2.0352 3.2522 13.6587
Si 5.6609 6.4687 29.7416
Si 3.3629 4.4553 30.0731
Si -0.9527 8.0728 15.6589
Si -0.5677 1.6158 20.5729
Si 1.4249 9.0289 17.5039
Si 4.0638 8.8833 34.5221
Si 6.61 13.6751 26.2099
Si 4.5523 1.9847 18.8249
Si 4.1206 9.857 22.1981
Si 4.5676 7.1939 20.6871
Si 6.9601 5.9269 21.7072
Si 8.1234 11.3504 34.1838
Si 0.1108 7.8547 24.9909
Si 9.315 13.4302 25.3062
Si -0.9669 6.0446 17.7169
Si 1.3117 0.5516 15.7536
Si -0.2353 5.8697 27.4874
Si 9.1823 8.3594 34.3664
Si -0.9674 6.6906 22.3558
Si 4.446 5.7526 23.171
Si 7.5209 9.7191 15.7674
Si 2.9157 3.0787 22.9781
Si -0.3509 8.1949 19.8671
Si 5.7055 7.2127 15.4657
Si 6.302 10.4375 18.4873
Si 4.1573 13.3012 32.2604
Si 2.5175 11.6617 34.5059
Si 8.5353 13.4174 30.2411
Si 4.1438 10.0015 26.6891
Si 7.756 4.8418 28.2268
Si 2.4644 1.0608 20.7591
Si 6.7745 2.9584 20.6407
Si 3.3557 3.0006 16.2294
Si -1.0335 2.5016 15.6317
Si 6.5129 11.5403 31.5155
Si 1.3566 6.8986 29.8703
Si 4.6638 2.2485 13.5524
Si 3.7112 8.6033 29.2369
Si 6.9094 10.8481 25.8361
Si 8.9935 3.1273 18.4119
Si 9.5707 4.2089 32.7292
Si 6.832 0.5138 22.6753
Si 3.1666 8.066 24.614
Si 9.7824 10.5783 25.9246
Si -0.4755 12.5823 27.9823
Si 2.4601 6.0819 34.6525
Si 1.0631 4.9321 15.8676
Si 3.6572 12.9165 25.5569
O 3.048 3.8442 28.6102
O 6.4129 9.9396 31.279
O 3.0234 10.1259 34.2125
O 7.0475 11.3694 35.3703
O 0.9375 8.7337 19.0294
O 4.3376 7.6513 14.7234
O 9.6975 11.8838 24.9359
O 7.1474 4.4109 21.211
O 8.9147 2.3742 16.9736
O 5.5741 0.949 18.1281
O 6.7942 8.3848 15.2081
O 3.9497 9.8848 28.2882
O 9.2621 12.4254 34.5412
O 1.4879 3.761 23.2106
O 6.0613 5.9099 23.0682
O 7.2748 9.9738 17.3163
O 6.0462 5.5445 34.2993
O 7.7324 2.7386 19.3458
O 6.1161 6.7279 20.5828
O 0.5587 5.7264 17.2142
O 5.144 3.359 35.5547
O 1.367 6.1292 33.4729
O 3.6035 11.4551 26.2359
O 6.8844 12.1713 26.8044
O 8.7592 9.8772 34.0113
O 7.2474 10.7042 19.7707
O 3.2342 12.65 33.422
O 3.7453 9.1821 23.6055
O 4.4873 2.8213 15.0925
O 2.8456 10.6581 21.649
O 6.8342 11.3634 24.2937
O 5.2259 3.4311 32.9445
O 8.0982 10.5085 22.1451
O -1.402 9.3992 20.0657
O -0.5129 11.084 27.3575
O -0.6122 2.5909 19.2576
O 3.5256 4.9586 34.189
O 4.7403 7.4219 28.8068
O 6.3432 5.8111 14.9398
O 3.2419 12.7496 24.0048
O -0.4784 7.9478 33.4007
O -0.058 6.9658 26.3216
O 10.0008 7.3023 23.8444
O -0.1012 3.4233 33.4706
O 3.3062 1.1139 19.3848
O 9.6524 13.5543 26.8987
O 8.0965 3.8187 29.4023
O 5.024 8.7148 33.2104
O 9.7205 12.6631 29.4365
O 2.2549 5.6143 30.3062
O 1.6046 7.7642 24.3946
O 2.5663 13.9066 26.2008
O 5.6867 9.881 26.2204
O 5.0034 12.124 31.5492
O 3.8918 7.0806 19.237
O 6.9803 6.0904 28.9015
O 8.4645 4.6832 33.8261
O 9.1868 6.8686 16.5062
O -0.0599 7.589 21.343
O 7.946 7.3512 33.9585
O -0.9881 6.986 19.0157
O 4.0332 3.0037 17.6917
O 0.8514 4.6878 27.258
O 7.7655 13.8563 25.0805
O 2.3134 1.791 16.0306
O -0.4717 5.162 22.2905
O 5.2789 2.7948 20.0355
O 8.9822 3.1466 31.6689
O 7.3171 11.7991 32.8812
O 9.1108 9.4783 15.6779
O 0.9185 11.9904 34.3357
O 3.2873 3.2717 31.1815
O 10.1417 5.5694 32.059
O 6.9889 0.1121 14.9432
O 4.0514 4.1949 23.2449
O 0.0724 3.6544 15.8913
O 0.1081 6.5012 28.9344
O 3.9377 6.6479 24.42
O 6.9938 1.9494 21.9043
O -0.5837 2.552 21.9198
O 5.1043 13.6347 25.6481
O -0.1861 9.4106 25.3223
O 9.0993 5.3823 27.5004
O 3.1707 7.5428 34.7523
O 3.3588 8.7233 26.0778
O 6.7636 4.0388 27.2228
O 9.0952 4.7123 18.112
O 2.857 2.4393 21.5085
O 7.3457 12.3327 30.3826
O -0.1863 1.1218 15.4418
O 4.5341 8.7138 21.1709
O 0.4849 8.316 16.3894
O 4.0038 8.9917 30.7841
O 5.1629 9.2925 18.5958
O 5.277 7.1672 17.0233
O 10.1349 3.5544 24.3757
O 8.2695 10.0213 26.0933
O 5.9936 7.3216 31.0989
O 2.5909 4.4215 16.0615
O 3.7879 6.2944 21.7814
O 2.9556 8.5396 17.2989
O 8.3535 6.6882 21.9251
O 4.8447 5.1125 30.1128
O 0.8069 7.52 31.2462
O 1.3209 10.6037 17.1573
O 1.0411 13.0941 28.1655
O 5.3717 10.8559 22.2775
O 2.2117 8.0302 29.099
O 0.8861 0.9062 20.4954
H 5.5809 7.731 42.9801
H 3.9434 9.3805 42.9801
H 6.7655 12.1372 42.9537
H 8.395 10.4798 42.9537
H 5.6892 2.3414 43.0275
H 4.037 3.9762 43.0275
H 8.3262 5.0131 43.0158
H 6.6728 6.6469 43.0158
H -1.4357 9.404 42.9742
H 0.2078 7.7604 42.9742
H 2.8769 10.4374 43.0313
H 1.2367 12.0839 43.0313
H 0.1847 13.1605 42.9785
H -1.458 14.805 42.9785
H 1.2922 6.707 42.9568
H 2.9405 5.0686 42.9568
H 1.871 7.5696 6.0273
H 3.521 5.9328 6.0273
H 6.3377 8.701 5.9966
H 4.6999 10.3503 5.9966
H 1.9163 2.2378 5.9845
H 3.5616 0.5964 5.9845
H 6.2018 3.2562 5.9963
H 4.5524 4.894 5.9963
H 8.9797 6 5.9799
H 7.357 7.6643 5.9799
H 0.7698 8.675 6.0161
H -0.8553 10.3368 6.0161
H 8.9841 0.4987 5.9951
H 7.3349 2.1366 5.9951
H -0.7972 4.8969 5.9847
H 0.8704 3.2777 5.9847

Results
free energy: -154784.335 eV
free energy less fixed offsets of H -15.71, O -570.45, Si -639.56 eV per atom: -5.925 eV

Forces (eV/angstrom), in the order of the atoms: element, x, y, z
Si -0.0083 -0.0006 0.0391
Si 0.0037 0.0119 0.0463
Si -0.0008 -0.0072 0.0115
Si 0.0022 0.0074 0.0475
Si 0.0034 0.0102 0.0523
Si -0.0062 -0.0044 0.0494
Si -0.0023 0.0077 0.0325
Si 0.0025 -0.005 0.0316
Si -0.008 -0.0039 -0.0061
Si 0.0082 -0.0003 0.0047
Si -0.004 -0.0025 0.0339
Si -0.0051 0.0054 -0.0086
Si 0.0037 0.0038 -0.0092
Si 0.0044 -0.0041 -0.0027
Si -0.0089 -0.0118 -0.0088
Si 0.008 0.0044 -0.0138
Si 0.0406 0.0255 0.0144
Si -0.0356 -0.0354 0.0116
Si -0.0379 -0.0397 0.0116
Si 0.0351 0.0343 0.0115
Si -0.0382 -0.0245 0.0069
Si 0.0294 0.0392 0.0183
Si 0.0235 0.0243 0.0045
Si -0.03 -0.0367 0.0054
Si 0.0102 0.0024 0.0483
Si -0.0027 0.0178 -0.0028
Si 0.0131 -0.0125 -0.0002
Si -0.0026 -0.007 0.0489
Si 0.0067 -0.004 0.0056
Si 0.013 0.0037 0.0354
Si -0.0166 -0.0046 0.0385
Si -0.0034 0.0041 0.0035
Si 0.0021 0.0011 0.1829
Si 0.0219 -0.0206 0.1404
Si -0.0142 0.0082 0.1646
Si -0.0022 0.0039 0.202
Si 0.0179 0.0045 0.1498
Si -0.02 -0.0037 0.2053
Si -0.0026 0.0044 0.1877
Si -0.0051 -0.0048 0.1475
Si 0.096 0.1214 0.4268
Si -0.0219 -0.185 0.4318
Si -0.1348 -0.1374 0.3519
Si 0.0784 0.1004 0.2378
Si -0.0757 -0.063 0.1118
Si 0.0585 0.1336 0.2834
Si 0.1251 0.0972 0.418
Si -0.1437 -0.045 0.3999
Si 0.2115 0.0465 -0.2796
Si -0.1523 -0.194 -0.2925
Si -0.2115 -0.1373 -0.3289
Si 0.0921 0.2375 -0.3197
Si -0.2528 0.028 -0.3339
Si 0.079 0.1672 -0.3538
Si 0.2454 0.0707 -0.2994
Si 0.0035 -0.213 -0.2705
Si 0.0015 0.0029 -0.2039
Si -0.0019 0.0065 -0.141
Si -0.003 0.0088 -0.15
Si 0.0045 0.0083 -0.2267
Si 0.0129 -0.0099 -0.1523
Si 0.0176 -0.0121 -0.2116
Si -0.011 0.0027 -0.2248
Si -0.0117 0.0088 -0.1419
Si -0.0027 0.0027 -0.0276
Si 0.004 0.0043 -0.0223
Si -0.0097 -0.0149 -0.0078
Si 0.0131 0.011 -0.0233
Si 0.0124 0.0049 -0.0077
Si -0.0126 -0.0104 -0.0097
Si 0.0029 -0.0014 -0.0303
Si 0.0004 0.0004 -0.0318
Si 0.0177 0.0115 -0.0167
Si -0.0084 -0.0212 -0.017
Si -0.0229 -0.019 -0.0061
Si 0.0208 0.0229 -0.0002
Si -0.0235 -0.0172 0.0049
Si 0.0262 0.0204 0.0088
Si 0.0027 0.0185 -0.016
Si -0.0196 -0.0109 -0.0137
Si -0.0268 0.0044 0.0085
Si 0.0083 0.0156 0.012
Si 0.0236 0.0012 0.0149
Si -0.0044 -0.0173 0.0183
Si 0.0201 0.0028 0.0134
Si -0.0064 -0.0236 0.007
Si -0.0213 0.0001 0.0175
Si -0.0008 0.0304 0.0075
Si 0.0047 -0.0005 -0.0052
Si 0.0151 -0.024 0.0019
Si -0.0099 0.0047 -0.0221
Si -0.0001 -0.0008 0.045
Si -0.014 0.0148 0.0009
Si -0.0081 0.0139 0.0006
Si 0.0102 -0.0075 0.0088
Si 0.0097 -0.0134 -0.0156
Si 0.0018 0.0043 0.0427
Si 0.0055 0.0055 0.0436
Si -0.0039 0.0023 0.0192
Si -0.002 -0.002 0.0352
Si 0.0042 -0.0211 0.0428
Si -0.0041 0.0005 0.0349
Si -0.0014 0.0109 0.041
Si 0.0023 -0.0092 0.0424
Si 0.0014 -0.0048 0.0392
Si 0.007 0.0029 0.0452
Si -0.0036 0.0057 0.0306
Si -0.0063 -0.002 0.0404
Si 0.0078 -0.0008 0.0556
Si -0.0086 -0.007 0.0437
Si -0.0037 -0.0014 0.0414
Si -0.0039 0.0127 0.033
Si -0.0008 -0.0042 0.0489
Si 0.0121 0.0117 0.0371
Si 0.0013 -0.0046 0.0431
Si -0.0049 0.0026 0.042
Si 0.0091 0.0016 0.0341
Si 0.0038 -0.0084 0.0474
Si 0.0009 0.0056 0.048
Si 0.0036 0.005 0.0359
Si -0.0072 0.007 0.0383
Si 0.0024 -0.0108 0.0464
Si -0.0121 -0.0089 0.0226
Si -0.0069 -0.0036 0.0586
Si 0.0007 0.0025 0.0387
Si -0.0046 0.0109 0.0501
Si 0.0041 0.0003 0.041
Si -0.0035 -0.0047 0.0417
Si 0.0035 0.0071 0.0357
Si -0.0024 -0.0064 0.0339
Si 0.0022 0.0079 0.046
Si -0.0026 0.0096 0.0521
Si -0.0101 0.0068 0.0084
Si -0.0006 -0.0148 0.046
Si 0.0018 -0.0115 0.0421
Si -0.003 -0.0115 0.0531
Si 0.0014 0.0076 0.045
Si -0.0072 -0.0059 0.0275
Si -0.0121 0.0065 0.0489
Si 0 0.0005 0.038
Si -0.0015 -0.0016 0.0453
Si -0.0064 -0.005 0.0294
Si -0.0004 0.0018 0.0259
Si 0.0037 0.0014 0.0448
O -0.0081 -0.0058 -0.0349
O -0.0028 0.0013 -0.0151
O -0.002 -0.0019 -0.0132
O 0.0136 0.001 -0.0301
O 0.0075 0.0037 -0.0279
O -0.0118 0.007 -0.0204
O -0.0011 0.0045 -0.011
O 0.0037 -0.0119 -0.0147
O 0.0077 -0.001 -0.0376
O 0.0006 -0.0006 -0.0135
O -0.0012 -0.0004 -0.0168
O 0.0022 0.0106 -0.035
O -0.0087 -0.0044 -0.0089
O 0.001 -0.0025 -0.0187
O 0.0074 -0.0025 -0.0101
O 0.0084 -0.0098 -0.0283
O -0.0011 -0.007 -0.0133
O 0.0114 0.0006 -0.0255
O -0.0096 -0.003 -0.025
O 0.0073 -0.0085 -0.0228
O 0.0066 0.0105 -0.0246
O -0.0201 0.0125 -0.0306
O 0.0031 0.0055 -0.0143
O 0.0031 -0.0053 -0.0171
O 0.0017 0.0061 -0.0137
O -0.0132 -0.0039 -0.028
O 0.0143 0.0058 -0.0233
O 0.0054 0.0073 -0.0272
O 0 -0.0068 -0.0156
O -0.0035 0.0068 -0.0246
O -0.0025 0.0033 -0.0522
O -0.0044 -0.0086 -0.024
O 0.0099 -0.0002 -0.0331
O 0.0076 -0.0063 -0.0119
O -0.0031 -0.0086 -0.0262
O -0.0073 0.0107 -0.0298
O 0.0086 0.0005 -0.016
O -0.0032 0.0033 -0.0175
O 0.0049 -0.0102 -0.0166
O -0.0014 0.0111 -0.0299
O 0.016 -0.0093 -0.025
O -0.0027 0.0194 -0.0383
O -0.004 -0.0045 -0.0353
O -0.0033 0.0095 -0.0241
O 0.0116 0.0075 -0.0228
O -0.0084 -0.0013 -0.0314
O -0.0089 0.013 -0.0313
O 0.0074 -0.0083 -0.0415
O 0.0071 -0.0011 -0.0304
O 0.0047 0.0001 -0.0133
O 0.0036 -0.0012 -0.0206
O 0.0068 -0.0113 -0.0269
O 0.0093 0.0008 -0.0214
O 0.0031 0.0035 -0.0165
O -0.0063 0.0102 -0.0278
O 0.0103 -0.0076 -0.0175
O 0.009 -0.0089 -0.0271
O -0.0006 0.0077 -0.0159
O 0.0032 0.0135 -0.0273
O 0.0084 -0.0013 -0.0095
O -0.0016 -0.0103 -0.0281
O -0.0098 0.0091 -0.0264
O -0.0006 0.0025 -0.0194
O 0.0077 -0.0027 -0.0244
O -0.0075 -0.0127 -0.0113
O -0.0022 0.0033 -0.0178
O -0.0094 -0.0054 -0.0238
O -0.0082 -0.0114 -0.0367
O -0.0026 0.0009 -0.0275
O 0.0034 -0.0081 -0.0119
O -0.005 -0.0032 -0.0171
O -0.0046 0.0148 -0.0311
O -0.0001 0.002 -0.0166
O -0.0077 0.0069 -0.022
O 0.0008 0.0019 -0.0092
O -0.0002 -0.0048 -0.0146
O -0.0105 -0.0033 -0.0293
O 0.0053 -0.0068 -0.0192
O 0.0034 0.0063 -0.0175
O -0.0031 -0.0179 -0.0304
O -0.0079 -0.0026 -0.0228
O 0.0103 -0.005 -0.0187
O 0.0086 0.0039 -0.0121
O 0.0009 0.0016 -0.0083
O -0.0036 -0.01 -0.0269
O -0.0087 -0.0137 -0.02
O 0.0054 0.0047 -0.0186
O -0.0058 -0.0106 -0.0217
O 0.0051 0.0043 -0.0164
O 0.0018 -0.0011 -0.0104
O 0.0098 -0.0093 -0.0248
O -0.008 0.0054 -0.0204
O -0.0103 -0.0022 -0.0284
O -0.0066 -0.0062 -0.019
O 0.0067 -0.0043 -0.0277
O 0.0148 0.0062 -0.0247
O -0.0019 0.0063 -0.0118
O -0.0007 -0.0098 -0.0253
O -0.0045 0.0018 -0.013
O 0.0029 0.0064 -0.0234
O -0.0083 -0.0003 -0.0164
O -0.0037 0.0016 -0.0128
O 0.0011 0.0052 -0.0122
O 0.0114 0.0012 -0.0342
O -0.0003 0.0045 -0.0274
O 0.0011 0.0024 -0.0182
O -0.0053 -0.0005 -0.0072
O 0.0068 0.0036 -0.0176
O 0.0004 -0.0085 -0.016
H -0.4452 0.1119 -0.2739
H 0.2741 -0.3947 -0.2673
H 0.3857 -0.1803 -0.2998
H -0.2329 0.4286 -0.2251
H -0.1638 0.4299 -0.2377
H 0.4067 -0.1326 -0.2425
H -0.3384 0.212 -0.2758
H 0.238 -0.3267 -0.2749
H 0.3558 -0.2688 -0.2741
H -0.2668 0.329 -0.2866
H -0.4507 0.1843 -0.261
H 0.1378 -0.4882 -0.2438
H -0.333 0.3189 -0.2651
H 0.1332 -0.4143 -0.2811
H 0.4431 -0.1973 -0.2303
H -0.1384 0.3854 -0.3013
H 0.235 -0.2486 0.3012
H -0.3893 0.3666 0.2239
H -0.3627 0.4168 0.2321
H 0.2295 -0.1703 0.3021
H 0.3496 -0.3873 0.2216
H -0.1981 0.209 0.2962
H -0.2576 0.157 0.304
H 0.3651 -0.4023 0.1963
H -0.2044 0.275 0.3194
H 0.41 -0.3872 0.1892
H -0.2431 0.2578 0.2745
H 0.3555 -0.3747 0.2257
H -0.4094 0.3342 0.2021
H 0.2095 -0.205 0.3122
H 0.246 -0.2471 0.3129
H -0.3406 0.3936 0.2211

The program warned: the cutoff lies below the one the program advises for these potential files; the forces do not sum to zero within the program's tolerance; empty levels may hold ghost states of the PAW files; the exchange-correlation potential is rough where the density is thin.
